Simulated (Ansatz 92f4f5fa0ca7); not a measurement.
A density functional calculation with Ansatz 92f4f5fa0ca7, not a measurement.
Periodic cell of 218 atoms, Si134O84, from a study of silicon, its oxide and their interface. The atomic structure is a simulated model.
Doubt: the cutoff is far below the 930 eV that the study's wrapper takes by default for these files, so forces and energies are approximate.
This geometry differs little from another in the collection (a relaxation step or a small displacement).

Settings
functional: PBE
potential files: Ansatz PAW
basis: plane waves
wave-function cutoff: 580 eV
density cutoff ratio: 5
exchange-correlation grid ratio: 1
k mesh: 1 x 1 x 1, Gamma-centred
self-consistency stop: 5e-08 eV per atom in the density residual
occupations: fixed
spin: none
net charge: 0

Cell vectors (angstrom)
a 10.938 0 0
b 0 10.938 0
c 0 0 31.5326

Atoms and the computed forces on them: element, x, y, z (angstrom), force x, y, z (eV/angstrom)
Si 0.5633 -0.4704 24.3048 0.004 -0.0157 0.0013
Si 5.9408 -0.4129 24.3237 0.0135 -0.0158 0.0121
Si 2.333 3.3407 24.0179 -0.0203 0.0164 0.012
Si 7.582 3.396 24.128 -0.0177 0.0178 0.0085
Si 0.6131 5.2122 23.8481 0.0246 -0.0211 0.0126
Si 5.7801 5.0903 23.99 0.0129 -0.0113 0.0176
Si 2.4689 8.8576 24.2988 -0.0147 0.0213 0.009
Si 7.6309 8.7609 24.0623 -0.015 0.0184 0.0209
Si 1.3929 1.4981 25.3298 0.0017 0.0027 0.0076
Si 6.8668 1.4807 25.3972 -0.0015 -0.0012 -0.0075
Si 4.0867 4.1617 25.3799 -0.0017 0.0009 -0.0047
Si 9.6155 4.2456 25.1389 -0.0029 -0.0008 0
Si 1.4575 6.9066 25.3037 -0.0067 -0.0124 0.0016
Si 6.7812 6.8834 25.2699 -0.0032 0.0066 -0.004
Si 4.1665 9.6879 25.6655 -0.0012 -0.0029 0.0042
Si 9.5603 9.5567 25.3438 0.0039 -0.0019 -0.001
Si 2.695 0.1362 26.8138 0.0087 -0.0013 0.0016
Si 8.229 0.0354 26.7352 0.0068 0.0053 0
Si -0.074 2.7931 26.6684 -0.006 -0.0025 0.0015
Si 5.4115 2.7369 26.7573 -0.0061 -0.0068 0.0034
Si 2.7443 5.5257 26.7514 0.0072 0.0051 -0.002
Si 8.222 5.5295 26.6538 0.006 0.0067 0.0011
Si -0.026 8.1608 26.7153 0.0001 -0.0011 0.002
Si 5.4739 8.1484 26.8027 -0.0068 -0.0008 0.0083
Si 4.1018 1.3673 28.1143 0.0393 0.4156 0.8821
Si 9.5708 1.3673 28.1143 0.1186 0.2769 -0.0166
Si 1.3673 4.1018 28.1143 -0.2096 0.1401 -0.4144
Si 6.8362 4.1018 28.1143 0.1216 0.1691 -0.5355
Si 4.1018 6.8362 28.1143 -0.0542 -0.1389 0.6491
Si 9.5708 6.8362 28.1143 -0.0584 -0.1304 0.0648
Si 1.3673 9.5708 28.1143 -0.267 0.0786 -0.3096
Si 6.8362 9.5708 28.1143 0.2207 0.0288 -0.0981
Si 0 0 29.4816 0.0515 -0.0135 -0.0059
Si 5.469 0 29.4816 -0.0526 0.0177 -0.019
Si 2.7345 2.7345 29.4816 0.1673 -0.0509 0.0277
Si 8.2035 2.7345 29.4816 0.0321 -0.0059 -0.035
Si 0 5.469 29.4816 -0.0663 -0.0326 -0.0045
Si 5.469 5.469 29.4816 -0.0265 0.046 0.0106
Si 2.7345 8.2035 29.4816 0.1214 -0.0069 -0.0205
Si 8.2035 8.2035 29.4816 0.1008 0.0701 0.0068
Si 1.3673 1.3673 30.8488 -0.0313 0.0349 -0.0065
Si 6.8362 1.3673 30.8488 0.0032 -0.0159 -0.0389
Si 4.1018 4.1018 30.8488 -0.0404 0.0351 -0.0054
Si 9.5708 4.1018 30.8488 0.022 -0.0038 -0.0226
Si 1.3673 6.8362 30.8488 -0.0392 0.0438 -0.0472
Si 6.8362 6.8362 30.8488 -0.0328 -0.005 -0.0149
Si 4.1018 9.5708 30.8488 -0.0304 -0.0131 -0.0437
Si 9.5708 9.5708 30.8488 -0.051 0.0143 0.0055
Si 2.7345 0 0.6835 0.1321 -0.0518 -0.0001
Si 8.2035 0 0.6835 -0.0242 0.0224 0.0217
Si 0 2.7345 0.6835 -0.0418 -0.007 -0.0017
Si 5.469 2.7345 0.6835 -0.005 -0.0764 0.0096
Si 2.7345 5.469 0.6835 0.0595 0.0346 0.0153
Si 8.2035 5.469 0.6835 0.0625 -0.0218 -0.0088
Si 0 8.2035 0.6835 0.0549 -0.0395 0.0172
Si 5.469 8.2035 0.6835 -0.0399 0.0513 0.0036
Si 4.1018 1.3673 2.0507 -0.1105 0.0001 0.0056
Si 9.5708 1.3673 2.0507 0.0895 0.0279 -0.0436
Si 1.3673 4.1018 2.0507 -0.062 -0.0912 -0.0391
Si 6.8362 4.1018 2.0507 -0.0336 0.1037 0.0233
Si 4.1018 6.8362 2.0507 -0.0193 -0.0304 -0.0384
Si 9.5708 6.8362 2.0507 -0.1359 0.0232 0.0119
Si 1.3673 9.5708 2.0507 -0.066 0.0268 0.0392
Si 6.8362 9.5708 2.0507 -0.002 -0.0627 -0.0611
Si 0 0 3.418 0.0208 0.3155 -0.3441
Si 5.469 0 3.418 0.2014 -0.0047 0.3505
Si 2.7345 2.7345 3.418 -0.2712 -0.3734 -0.554
Si 8.2035 2.7345 3.418 0.4212 -0.0125 0.6824
Si 0 5.469 3.418 -0.1042 -0.482 0.4862
Si 5.469 5.469 3.418 -0.0442 0.0684 -0.467
Si 2.7345 8.2035 3.418 -0.0019 -0.3781 0.4554
Si 8.2035 8.2035 3.418 -0.1357 -0.0083 -0.8435
Si 1.3655 1.3611 4.7936 -0.0011 0.0024 0.0053
Si 6.8973 1.3384 4.8369 0.0015 0.0058 0.0029
Si 4.1094 4.0526 4.6862 0.0042 0.0033 0.0055
Si 9.6338 4.0438 4.9477 -0.0019 -0.0032 -0.0019
Si 1.3702 6.7454 4.8372 -0.0036 -0.0021 0.0043
Si 6.8573 6.8324 4.7159 0.001 -0.006 -0.0001
Si 4.1279 9.5391 4.7992 0.0019 0.0017 -0.0013
Si 9.5497 9.5734 4.6836 0.0002 -0.0017 0.0044
Si 2.6978 -0.0735 6.1085 -0.0088 -0.0078 -0.0031
Si 8.2809 -0.0922 6.2006 -0.0033 -0.0025 0.0022
Si 0.1311 2.5715 6.4606 0.0052 0.0065 -0.0028
Si 5.4588 2.7444 6.0755 -0.011 -0.0132 0.0002
Si 2.7139 5.213 6.1591 0.0051 0.0003 0.0002
Si 8.1507 5.5137 6.1681 0.0028 0.0051 -0.0068
Si -0.133 8.151 6.0171 0.0052 0.0053 0.0032
Si 5.5077 8.1451 6.1284 0.002 0.0032 -0.0127
Si 3.8549 1.5683 7.3275 -0.0023 0.0448 0.0095
Si 10.1739 0.5661 7.514 0.0167 -0.015 -0.0004
Si 2.1236 3.3532 7.7003 0.0033 -0.033 -0.0141
Si 6.258 4.6304 7.2671 -0.0091 0.0142 0.017
Si 4.4499 6.3319 7.2071 0.0202 -0.027 -0.0068
Si 9.0169 7.3723 7.3894 -0.0249 0.0091 0.0015
Si 1.0114 9.6947 7.3137 -0.0195 0.0378 -0.0129
Si 7.1817 9.1676 7.4753 0.0369 -0.0271 -0.0122
O 6.5429 9.8167 8.9081 -0.0238 0.0073 0.0184
O 2.1053 3.6565 9.3803 -0.0072 0.0041 0.0228
O 1.5498 8.6995 8.5668 0.0222 -0.0147 0.0144
O -0.0505 -0.6827 11.1164 0.0008 -0.0022 0.0147
O 9.7412 6.961 8.8253 -0.0032 -0.0043 0.0183
O 4.7025 0.8304 8.5656 -0.0063 -0.0301 0.001
O 3.6428 6.7631 8.5994 -0.0102 0.035 0.0087
O 9.6445 0.6299 9.1062 0 0.0091 0.0191
O 5.3506 -0.2431 22.7768 -0.0145 -0.0184 -0.0224
O 7.5155 3.0177 22.5211 0.0106 -0.0098 -0.0078
O 3.0172 3.0009 22.5112 0.0039 -0.01 -0.0197
O 5.3006 5.2662 22.3827 -0.0175 0.0095 -0.0182
O 7.5745 8.4234 22.4221 0.01 -0.0096 -0.0265
O 1.6751 3.785 19.228 -0.0061 0.002 -0.0061
O 3.2875 8.8522 22.8196 0.0185 0.0072 -0.008
O 0.1234 -0.25 22.7403 -0.002 0.0002 0.0063
Si 1.9289 2.7138 10.7303 0.0011 -0.0079 -0.0206
Si 7.3397 0.9367 14.6628 0.002 -0.0001 -0.0001
Si -7.2484 0.461 11.8122 0.0088 -0.0002 -0.026
Si 8.3294 2.5477 21.2253 0.003 -0.0015 0.0219
Si -3.5908 11.3417 19.3299 0.0035 -0.0018 0.0143
Si 9.8352 12.162 17.7115 -0.0029 0.0072 0.0045
Si 6.0681 7.3182 19.1008 -0.0006 -0.0105 0.0146
Si 5.0818 10.4069 9.3914 -0.0374 -0.0288 0.0005
Si 8.138 4.7773 13.8818 0.0033 -0.0081 -0.0024
Si 1.4295 6.6242 21.1703 0.0077 0.0049 0.0233
Si 5.3639 5.1424 12.6104 -0.004 -0.0024 -0.024
Si -1.1031 9.9199 14.5385 -0.0019 0.0023 -0.0055
Si 9.5933 6.4577 10.3549 0.0024 0.0041 -0.03
Si -2.6031 14.1086 16.3412 0.0026 -0.004 -0.0011
Si 2.892 8.0501 9.2595 0.0469 0.0322 0.0199
Si 7.2012 4.3702 10.2968 -0.0019 0.0111 -0.0354
Si -0.5786 0.7572 10.5633 0.004 -0.002 -0.0236
Si 4.373 5.6249 21.0781 0.0032 -0.0022 0.0139
Si 0.9785 5.0763 18.5234 0.0085 0.0092 0.0113
Si 1.3842 6.9284 11.7825 0.0135 0.0105 -0.0294
Si 0.0238 8.9819 20.1612 0.0071 0.0073 0.011
Si 5.0388 6.8299 16.4185 -0.0002 -0.0071 0.0084
Si -6.1178 10.0402 19.0473 -0.0188 -0.0081 0.0284
Si -2.75 2.3261 12.1798 0.0085 -0.0103 -0.0124
Si -2.5198 7.6917 12.7666 0.0013 0.0069 -0.0127
Si 4.6371 10.5849 14.3995 -0.0015 -0.0053 -0.0043
Si -1.6029 14.6516 18.9159 -0.0007 -0.0032 0.0193
Si 3.2592 3.4093 19.0921 0.005 -0.0075 0.014
Si 3.1757 9.4322 16.7464 -0.0008 -0.005 0.0085
Si 2.5249 4.3904 13.2041 -0.0041 -0.013 -0.0096
Si 2.9542 4.526 16.3146 0.0038 0.0006 0.0097
Si 2.6126 1.852 21.4159 -0.0034 -0.0149 0.029
Si 0.1792 9.5177 17.1683 0.0007 0.0008 0.0125
Si 4.0004 -0.8213 22.0672 -0.0195 0.0291 -0.0064
Si 10.8542 0.7249 21.4745 -0.0079 0.0028 0.01
Si 0.8982 -1.0712 12.4 -0.0001 0.0107 -0.0166
Si 8.0588 8.5828 20.8718 0.0002 -0.0085 0.024
Si -5.3845 7.8258 13.6829 0.0062 0.0027 -0.0079
O -4.0669 8.1542 12.8123 -0.0059 -0.0063 0.0165
O 9.6558 8.3753 20.893 -0.0112 0.0027 -0.0005
O -4.8011 -0.1016 14.9755 -0.0042 0 0.0003
O 7.5053 -3.5314 19.8667 -0.0019 0.0004 -0.0043
O -0.0589 8.6841 18.5486 -0.0027 0.0019 -0.0079
O 1.6501 3.4539 12.1716 0.0031 0.0053 0.0118
O -4.2596 4.1815 8.7957 0.0064 0.0112 0.0185
O -3.583 1.783 20.1837 0.0011 -0.0023 -0.0034
O 10.0572 9.1786 15.9816 -0.0043 -0.0006 0.001
O -0.8065 2.2602 18.942 -0.0004 -0.0023 -0.0083
O 1.1552 6.2608 19.6035 -0.0018 -0.0115 -0.0111
O 8.4342 0.4308 18.0933 0.0023 0.0013 -0.0049
O 3.3632 2.0119 19.958 0.0069 0.0094 -0.0147
O 5.9562 6.4314 17.7264 0.0026 0.0007 -0.0045
O 1.989 5.9072 12.9058 0.002 0.004 0.0043
O 0.272 10.4738 13.8062 0.0016 -0.0031 0.008
O 0.6618 1.777 10.3779 0.0044 0.0059 0.0094
O 6.0558 -5.7492 11.1323 0.0122 -0.0101 0.0127
O 4.4133 -1.223 20.5704 -0.0071 0.017 -0.0046
O -1.498 12.4076 21.7092 -0.0031 0.006 -0.0031
O 1.7227 5.3275 17.0805 -0.0021 0.0015 -0.0031
O 11.9303 12.8611 21.3042 0.0165 -0.0005 -0.0001
O 3.5195 3.4183 17.4485 0.0009 -0.0015 -0.0031
O 12.1688 8.2616 21.0226 -0.0014 -0.0041 -0.0012
O 3.597 10.5385 15.6331 0.0007 -0.0031 0.0026
O 3.4469 -0.8015 18.1925 0.0071 0.0014 -0.0045
O 0.4553 5.8834 22.2916 -0.0049 0.0173 -0.0181
O 4.2114 5.5007 15.9742 -0.0012 -0.0009 -0.0032
O 4.2079 4.448 19.9372 -0.0006 0.0029 0.0032
O 7.343 2.868 10.9054 0.0027 0.0054 0.0083
O 7.1911 -8.744 15.7068 -0.0009 0.001 0.0022
O 2.3901 10.421 12.0368 -0.0088 0.0042 0.0153
O 8.663 5.1077 10.3691 -0.0211 -0.0058 0.0045
O 4.0809 15.0975 12.7292 0.0094 0.0135 0.0083
O -2.0902 7.6329 11.2034 0.007 -0.011 0.0039
O 4.5798 9.115 13.6872 0.0032 0.0038 0.0089
O 5.0188 6.8516 20.2374 0.0048 0.001 -0.0047
O -1.5885 1.3297 11.6847 -0.0091 0.0025 0.0058
O 4.2174 0.7981 13.3251 0.0021 -0.0042 0.0114
O 5.9929 7.3403 15.1924 0.0031 0.0008 -0.0073
O -2.2382 6.2363 13.4545 -0.0001 -0.0033 0.0075
O 9.689 13.1727 16.4159 -0.0007 0.001 0.0023
O 5.802 11.3119 18.7959 -0.0011 -0.0042 -0.0028
O -5.2104 8.7982 18.5412 -0.0022 0.0071 -0.0003
O 4.7698 6.6212 12.9379 0.0009 -0.0035 0.0115
O 4.9561 10.7416 10.9938 -0.0112 -0.0083 -0.0207
O 8.8835 3.9076 20.4701 -0.0014 0.0069 -0.0004
O -2.8915 3.6398 17.8899 0.0012 0.0003 -0.0023
O -2.4237 4.5111 15.4416 0.0023 -0.0026 0.0019
O 7.1763 1.4971 13.1424 -0.0015 -0.0018 0.0109
O 2.924 6.1507 21.6173 -0.0072 -0.0019 -0.0035
O 3.2504 12.717 10.9618 -0.0129 -0.0003 0.0123
O -2.1619 11.1268 14.7936 -0.0016 -0.0003 0.0013
O 0.8975 8.252 12.593 0.0091 -0.019 -0.0034
O 0.1388 6.1912 10.994 0.0069 0.0146 0.0167
O -3.2726 10.0646 20.3012 0.0025 0.0106 -0.0015
O 0.1107 0.1989 17.4272 0.0014 -0.0029 0.001
O 3.9338 8.0005 16.6552 -0.0013 0.0094 -0.0002
O 0.0311 10.6189 20.2245 -0.0005 -0.0057 -0.0028
O -1.7028 8.8245 13.5353 -0.0031 -0.006 0.007
O -9.3227 -1.8329 16.57 0.0084 0.0057 0.0035
O 2.5054 7.4712 10.7295 -0.0166 -0.0077 -0.0117
O 2.4195 14.9559 14.8252 -0.0017 0.0062 0.003
O 3.9666 9.2579 9.1466 -0.0169 -0.0194 0.0322
O 8.8415 3.5929 12.9945 -0.0071 0.0039 0.0102
O 13.8589 0.3887 22.0296 0.035 0.0036 0.0186
O -0.6202 15.805 18.3363 -0.0039 -0.0015 -0.0045
O 6.5143 4.6976 13.6851 0.0053 0.0012 0.0022

Results
free energy: -132955.394 eV
free energy less fixed offsets of O -568.88, Si -635.61 eV per atom: 2.266 eV

The program warned: the cutoff lies below the one the program advises for these potential files; the exchange-correlation potential is rough where the density is thin.
